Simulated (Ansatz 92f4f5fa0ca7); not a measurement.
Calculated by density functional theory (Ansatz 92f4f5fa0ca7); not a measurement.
Periodic cell of 240 atoms, Si143O91As6, from a study of silicon, its oxide and their interface. The atomic structure is a simulated model.
Doubt: the cutoff is far below the 930 eV that the study's wrapper takes by default for these files, so forces and energies are approximate.
This geometry differs little from another in the collection (a relaxation step or a small displacement).

Settings
functional: PBE
potential files: Ansatz PAW
basis: plane waves
wave-function cutoff: 580 eV
density cutoff ratio: 5
exchange-correlation grid ratio: 1
k mesh: 1 x 1 x 1, Gamma-centred
self-consistency stop: 5e-08 eV per atom in the density residual
occupations: fixed
spin: none
net charge: 0

Cell vectors (angstrom)
a, 11.6015, 0, 0
b, 0, 10.938, 0
c, 0, 0, 32.8011

Atoms and the computed forces on them: element, x, y, z (angstrom), force x, y, z (eV/angstrom)
As, 0.006, -0.0168, 23.8022, 0.0423, 0.0432, -0.026
Si, 3.9079, -0.0352, 24.0682, 0.014, 0.0335, 0.0642
Si, 7.7339, 0.1901, 24.1671, -0.0507, 0.0222, 0.0002
Si, 1.9764, 1.4258, 24.0135, 0.0461, -0.0125, -0.0808
Si, 5.7488, 1.4496, 24.1081, 0.0141, -0.0162, 0.0137
Si, 9.7424, 1.5087, 24.1219, -0.0782, -0.0201, -0.0304
Si, 0.114, 5.4733, 23.9854, -0.1625, 0.0153, -0.024
As, 3.8299, 5.2553, 24.0129, -0.0453, 0.0617, -0.0224
Si, 7.7435, 5.4525, 24.2355, 0.0696, 0.0592, 0.0256
As, 1.9867, 6.9979, 23.9193, 0.0488, -0.0539, -0.0162
Si, 5.7073, 6.6977, 24.3492, 0.1136, -0.0466, -0.0644
Si, 9.6671, 6.8474, 24.0104, -0.0028, -0.0385, 0.0385
Si, 1.9447, 2.7257, 26.0245, -0.109, -0.0015, 0.0226
Si, 5.7662, 2.8253, 26.0366, 0.0824, -0.0303, -0.0217
Si, 9.6953, 2.7582, 26.1062, 0.0012, -0.0103, 0.0174
Si, 11.6136, 4.1336, 25.9887, 0.1081, 0.0207, 0.0165
Si, 3.8268, 4.1408, 26.1093, -0.0309, 0.0176, 0.0383
Si, 7.7532, 4.0961, 26.1402, -0.0581, 0.037, -0.0249
Si, 1.9063, 8.2044, 26.0037, 0.0518, 0.0032, 0.0276
Si, 5.8162, 8.2307, 26.1222, -0.1066, -0.008, 0.0202
Si, 9.7227, 8.2481, 25.9616, -0.0251, -0.0507, -0.0261
Si, 11.628, 9.6716, 25.933, -0.0675, 0.0031, 0.0189
Si, 3.8467, 9.56, 26.0418, 0.0581, 0.0207, -0.0438
Si, 7.7634, 9.5962, 26.0091, 0.0722, 0.0423, -0.0152
Si, 11.6076, -0.0119, 27.9518, 0.0284, 0.0369, -0.0222
Si, 3.8621, 0.0087, 27.9619, -0.0299, -0.0051, 0.0087
Si, 7.7455, 0.0075, 27.9638, -0.0279, -0.012, -0.015
Si, 1.9238, 1.3635, 27.9637, 0.0217, 0.0086, 0.0019
Si, 5.8004, 1.3721, 27.9367, -0.0177, -0.0147, -0.0056
Si, 9.6844, 1.3526, 27.9942, 0.0218, -0.0112, -0.0155
Si, 11.6113, 5.4801, 27.9498, 0.0024, 0.0117, -0.002
Si, 3.8494, 5.5098, 28.0046, 0.0024, 0.0734, -0.0278
Si, 7.7524, 5.5112, 28.0087, 0.0151, -0.004, -0.0097
Si, 1.9158, 6.8756, 27.9635, -0.0422, -0.0829, -0.0332
Si, 5.8061, 6.8392, 28.0141, -0.0061, -0.0307, -0.0236
Si, 9.6939, 6.8733, 27.9308, 0.0252, -0.009, 0.0027
Si, 1.9336, 2.7345, 29.9018, -0.013, 0.0216, -0.07
Si, 5.8008, 2.7345, 29.9018, -0.0081, 0.0194, -0.229
Si, 9.6679, 2.7345, 29.9018, 0.0281, 0.0182, 0.0924
Si, 0, 4.1018, 29.9018, -0.0205, 0.0268, -0.1321
Si, 3.8672, 4.1018, 29.9018, -0.0608, 0.0077, 0.092
Si, 7.7343, 4.1018, 29.9018, 0.0885, 0.062, 0.1042
Si, 1.9336, 8.2035, 29.9018, -0.0522, 0.1329, 0.0725
Si, 5.8008, 8.2035, 29.9018, 0.0085, 0.1432, 0.3085
Si, 9.6679, 8.2035, 29.9018, 0.0576, 0.1004, -0.0997
Si, 0, 9.5708, 29.9018, 0.0348, -0.1034, -0.039
Si, 3.8672, 9.5708, 29.9018, 0.0035, 0.0241, -0.0567
Si, 7.7343, 9.5708, 29.9018, -0.034, -0.0051, -0.0308
Si, 0, 0, 31.8354, -0.0184, 0.1449, 0.0062
Si, 3.8672, 0, 31.8354, -0.0087, 0.0276, -0.0131
Si, 7.7343, 0, 31.8354, 0.0216, 0.0658, -0.0101
Si, 1.9336, 1.3673, 31.8354, 0.0115, -0.014, -0.0256
Si, 5.8008, 1.3673, 31.8354, 0.0032, -0.0853, 0.0106
Si, 9.6679, 1.3673, 31.8354, -0.012, 0.0475, -0.0094
Si, 0, 5.469, 31.8354, 0.0087, 0.0498, -0.0346
Si, 3.8672, 5.469, 31.8354, -0.0008, 0.0145, 0.0296
Si, 7.7343, 5.469, 31.8354, 0.0014, -0.0426, 0.0062
Si, 1.9336, 6.8362, 31.8354, 0.0113, -0.0199, -0.0081
Si, 5.8008, 6.8362, 31.8354, 0.0053, -0.0205, 0.057
Si, 9.6679, 6.8362, 31.8354, -0.0109, -0.162, 0.0324
Si, 1.9336, 2.7345, 0.9679, -0.0267, -0.0441, 0.0446
Si, 5.8008, 2.7345, 0.9679, 0.0167, -0.0245, 0.1916
Si, 9.6679, 2.7345, 0.9679, 0.0317, -0.075, -0.2031
Si, 0, 4.1018, 0.9679, -0.097, -0.0662, -0.0024
Si, 3.8672, 4.1018, 0.9679, 0.0552, -0.0065, 0.1275
Si, 7.7343, 4.1018, 0.9679, 0.0168, 0.064, -0.0043
Si, 1.9336, 8.2035, 0.9679, 0.0242, 0.0408, -0.1795
Si, 5.8008, 8.2035, 0.9679, -0.0408, 0.0345, 0.0747
Si, 9.6679, 8.2035, 0.9679, -0.015, 0.0429, 0.3041
Si, 0, 9.5708, 0.9679, 0.0068, -0.1339, 0.1768
Si, 3.8672, 9.5708, 0.9679, -0.0049, -0.0951, -0.1929
Si, 7.7343, 9.5708, 0.9679, 0.0041, -0.0926, 0.0033
Si, 11.601, -0.0487, 2.9539, -0.0006, 0.002, 0.0145
Si, 3.8727, -0.0159, 2.882, -0.0081, 0.0373, 0.0401
Si, 7.7427, -0.0366, 2.9209, 0.0107, 0.0362, 0.051
Si, 1.9223, 1.3347, 2.8898, -0.0118, -0.0345, -0.0008
Si, 5.8089, 1.3309, 2.9133, -0.01, -0.0078, 0.0035
Si, 9.6813, 1.3239, 2.8531, 0.015, -0.0454, -0.016
Si, 11.5837, 5.48, 2.8883, -0.0053, 0.0588, 0.0243
Si, 3.8749, 5.4637, 2.9198, 0.0036, 0.0167, -0.0151
Si, 7.7243, 5.5046, 2.8788, 0.0061, -0.0092, 0.0018
Si, 1.9246, 6.805, 2.8587, 0.002, -0.0384, -0.0012
Si, 5.7985, 6.8574, 2.9207, -0.0096, -0.0213, 0.0099
Si, 9.6626, 6.8746, 2.9804, 0.0016, -0.017, 0.0223
Si, 1.9027, 2.7201, 4.7858, 0.0175, -0.0237, 0.0104
Si, 5.7797, 2.6697, 4.8757, 0.0543, -0.0163, -0.0329
Si, 9.6615, 2.7736, 4.6834, -0.0661, 0.0174, -0.0213
Si, 11.5994, 4.1328, 4.8132, 0.031, 0.026, -0.0031
Si, 3.8601, 4.0247, 4.8195, -0.0535, 0.0381, -0.0012
Si, 7.6974, 4.0432, 4.7222, 0.0012, 0.0153, -0.003
Si, 1.9181, 8.1522, 4.7721, -0.0365, 0.0165, -0.0128
Si, 5.8245, 8.1839, 4.9001, 0.0223, -0.0114, -0.0104
Si, 9.6666, 8.1781, 5.0418, 0.0425, -0.0111, -0.0399
Si, 11.6113, 9.5467, 4.9657, 0.0186, 0.0128, -0.0151
Si, 3.8489, 9.5013, 4.7686, -0.008, -0.0307, -0.0434
Si, 7.7433, 9.5827, 4.903, -0.0264, 0.0179, -0.0092
Si, 11.6219, 0.1898, 6.7854, -0.0211, 0.0714, -0.0201
Si, 3.7309, -0.0164, 6.6147, 0.0233, 0.0897, 0.1127
As, 7.7568, -0.1131, 6.9706, -0.0143, 0.0347, -0.0162
As, 1.9629, 1.6165, 6.9068, -0.0182, -0.0232, -0.0105
Si, 5.7184, 1.2654, 6.8135, -0.0106, -0.0741, 0.0442
Si, 9.6203, 1.4174, 6.5601, 0.0592, -0.1058, 0.0171
As, 11.686, 5.2352, 6.9647, -0.0138, -0.0198, 0.0428
Si, 3.8728, 5.3648, 6.7569, 0.0415, -0.0034, -0.0115
Si, 7.7791, 5.2732, 6.7031, -0.0101, 0.008, -0.0265
Si, 1.959, 6.735, 6.6471, 0.0526, 0.0237, -0.0183
Si, 5.8564, 6.6525, 6.7478, -0.0274, -0.0013, -0.0086
Si, 9.6955, 6.6102, 6.9205, -0.0428, -0.0061, 0.0209
O, 9.7301, 2.4625, 7.8564, -0.0145, 0.023, 0.0047
O, 5.9045, 7.4197, 8.2271, -0.0081, 0.0104, 0.0382
O, 3.5576, 9.9758, 7.9648, -0.0201, -0.0126, -0.0356
O, 9.4627, 7.1035, 8.5147, 0.0588, -0.0046, 0.0607
O, 2.0375, 7.7528, 7.9612, -0.0283, -0.0092, -0.0059
O, 3.8799, 4.5556, 8.2272, -0.0146, -0.0082, 0.0591
O, 5.4842, 2.0307, 8.308, 0.0062, -0.0055, 0.0182
O, -0.126, 10.6593, 8.378, 0.0193, -0.0264, 0.0497
O, 7.7323, 4.2586, 8.0433, 0.0099, -0.0277, 0.0336
O, 7.4125, 10.2735, 22.7819, 0.0089, 0.0047, -0.0123
O, 5.5756, 7.6639, 23.0293, -0.0597, -0.0369, 0.0306
O, 7.7417, 4.4313, 22.9124, -0.009, -0.0343, -0.0474
O, 9.3614, 7.834, 22.6951, -0.0074, 0.0175, -0.0533
O, 4.1309, 9.9346, 22.7174, -0.0063, -0.0597, -0.0484
O, 2.1019, 2.5106, 22.7276, -0.0181, 0.0056, 0.025
O, 5.6449, 2.076, 22.5417, 0.0039, 0.0181, -0.0564
O, 0.3276, 4.4905, 22.6397, 0.0553, 0.032, 0.0161
O, 9.81, 2.687, 22.911, 0.0095, -0.0375, 0.0058
Si, -0.0537, 10.3336, 12.6414, 0.0056, 0.0123, 0.0268
Si, 10.2282, 3.4965, 11.4112, -0.018, 0.0011, -0.0164
Si, 2.9158, 0.861, 17.3614, -0.0064, -0.004, -0.012
Si, 3.278, 8.0808, 14.4568, 0.0045, -0.0028, 0.0121
Si, 8.896, 0.6188, 12.3262, -0.0052, -0.0094, 0.0078
Si, 4.5865, 9.1841, 17.2441, -0.0004, -0.0025, -0.0028
Si, 0.8857, 5.3748, 10.9272, 0.0032, -0.0004, -0.0121
Si, 2.8296, 8.8451, 8.8744, 0.0246, 0.0103, -0.0478
Si, 10.5766, 8.6221, 16.8975, 0.0022, 0.0007, 0.0067
Si, 6.1702, 3.9386, 18.8555, 0.0204, -0.0092, -0.0215
Si, 3.6227, 3.868, 17.0573, 0.0038, -0.0057, -0.0108
Si, 0.574, 7.3595, 13.2921, -0.0105, 0.0108, 0.011
Si, 7.3644, 5.8497, 14.9548, -0.0243, -0.0026, -0.0026
Si, 1.2407, 3.4825, 21.7119, 0.0028, -0.0366, 0.0179
Si, 7.1708, 10.0927, 21.1814, 0.0072, 0.0129, 0.052
Si, 8.6537, 5.4914, 19.7213, 0.0034, 0.004, 0.0201
Si, 9.4609, 8.2176, 21.1109, -0.0274, -0.0096, 0.063
Si, 3.7465, 4.8285, 9.8358, 0.0193, -0.0289, -0.0654
Si, 0.5175, 0.1245, 15.4386, 0.0014, 0.0102, 0.0128
Si, 3.0758, 7.9553, 19.6713, 0.0109, 0.0242, -0.0129
Si, 10.8413, 5.5557, 17.5812, -0.0043, -0.0036, -0.0051
Si, 4.5056, 10.7644, 13.1835, 0.0023, 0.0045, -0.0025
Si, 6.3656, 1.9953, 21.074, -0.0178, -0.0069, 0.0572
Si, 7.5081, 8.8416, 16.2331, -0.0056, -0.0065, 0.004
Si, 6.6168, 9.9299, 10.963, -0.0118, 0.0115, -0.0113
Si, 0.257, 9.3751, 19.735, 0.0068, -0.0021, -0.0072
Si, 4.391, 2.6956, 11.9401, 0.0151, 0.0121, -0.0204
Si, 4.3632, 5.0962, 14.2533, 0.0074, 0.0004, 0.0034
Si, 8.6671, 3.19, 8.8508, -0.0151, 0.0104, -0.0364
Si, 1.8135, 5.1396, 19.1988, -0.014, -0.0046, 0.0104
Si, 8.7633, 3.5507, 21.988, -0.0148, 0.0159, 0.0575
Si, 10.8566, 2.6228, 16.7923, -0.0005, -0.0059, -0.0052
Si, 7.837, 3.0736, 16.4354, 0.0194, -0.0192, 0.0061
Si, 4.8223, 8.634, 21.9884, 0.0015, 0.0533, 0.0429
Si, 0.1934, 9.9803, 9.8208, -0.0017, 0.0088, -0.0568
Si, 9.5073, 6.1386, 12.7671, -0.0094, -0.0106, 0.0133
Si, 6.9213, 0.626, 14.7129, 0.0032, 0.0016, -0.0018
Si, 10.2167, 7.2638, 9.9652, -0.0062, -0.0061, -0.0504
Si, 5.3656, 7.4245, 9.7644, 0.0225, -0.0229, -0.0682
Si, 0.6352, 1.4442, 19.4218, -0.0098, 0.0024, 0.011
Si, 6.2184, 1.6074, 9.7212, -0.0158, 0.008, -0.0822
O, 5.9968, 9.005, 20.9271, -0.0143, -0.0132, -0.014
O, 5.3147, 0.3604, 14.4991, 0.0053, -0.0005, -0.0031
O, 8.0218, 4.5808, 15.7786, -0.0047, -0.006, -0.0013
O, 9.715, 1.9716, 11.7869, 0.0046, 0.0037, 0.0038
O, 10.8922, 6.9866, 16.7393, 0.0019, 0.0017, 0.0039
O, 2.1384, 1.1849, 18.7849, 0.0013, -0.0012, -0.0031
O, 3.5477, 4.6005, 15.5916, -0.0007, -0.001, 0.0047
O, 6.5006, 8.328, 10.5662, -0.0065, 0.0029, 0.0123
O, 7.0459, 5.1545, 19.5471, -0.0066, -0.0089, -0.0137
O, 3.6468, 3.4125, 10.6639, -0.0047, 0.0138, 0.0265
O, 10.6766, 6.8238, 13.7175, 0.0197, 0.005, -0.0131
O, 5.9123, 5.2574, 14.6232, 0.0248, 0.0072, -0.0043
O, 9.342, 6.9099, 11.3168, 0.0099, 0.0032, -0.0067
O, 7.7557, 1.0942, 13.3847, 0.0035, -0.0061, -0.0013
O, 2.6607, 6.4953, 19.1611, -0.0176, -0.0282, 0.0163
O, 5.8084, 2.3056, 11.1606, -0.0134, 0.0005, 0.0171
O, 7.5665, 10.127, 15.1998, -0.0099, 0.0029, -0.0048
O, 11.1717, 4.2406, 16.6307, 0.0015, 0.0022, 0.0011
O, 11.5031, 1.6314, 15.6634, 0.0014, -0.0008, 0.0023
O, 5.6452, 10.106, 12.2413, 0.0064, -0.0063, -0.003
O, 6.5437, 0.4874, 20.4802, 0.002, -0.0058, -0.0194
O, 6.2152, 9.1322, 17.1791, 0.0075, -0.0019, -0.0108
O, 10.6822, 8.8147, 10.0146, -0.0004, -0.0212, -0.0052
O, 4.3287, 3.8766, 13.1116, -0.0013, -0.0099, -0.0105
O, 7.2904, 7.3019, 15.7022, 0.0022, 0.0067, -0.0034
O, 11.2284, 9.0447, 18.2976, -0.0081, 0.003, -0.0051
O, 7.7802, 2.0099, 9.5292, 0.0081, 0.0087, 0.0222
O, 2.061, 4.4541, 20.6706, 0.0118, 0.0226, -0.0539
O, 0.3216, 8.7557, 12.4944, -0.0006, -0.0123, 0.0017
O, 9.2811, 2.3866, 16.5942, -0.03, 0.0176, -0.0074
O, 4.9352, 4.4142, 17.8913, 0.0103, -0.008, 0.0105
O, 4.188, 8.4242, 18.6084, -0.0057, -0.0049, -0.0029
O, 9.4011, 4.5375, 20.8482, -0.0009, 0.0114, -0.0346
O, 1.8298, 8.9956, 19.7436, -0.0109, -0.0104, -0.0013
O, 0.1222, 0.0331, 11.1328, -0.0019, 0.0001, 0.0098
O, 3.9443, 8.2095, 9.8607, -0.0014, 0.0057, 0.0156
O, 9.3641, 5.3437, 18.2589, 0.0035, -0.0035, -0.0082
O, 6.0318, -0.0226, 9.7891, 0.0105, -0.0008, 0.021
O, 11.2163, 9.7105, 15.8136, 0.0035, -0.0038, 0.0007
O, 2.2759, 5.4528, 10.1085, -0.0149, -0.0012, 0.0203
O, 11.2906, 2.0801, 18.263, 0.0062, -0.0025, -0.0006
O, 0.4824, 2.4499, 20.6979, 0.0172, 0.02, -0.0132
O, 8.6153, 9.5516, 20.6504, 0.0089, -0.0076, -0.0252
O, 6.937, 1.9671, 15.6415, 0.0113, 0.001, 0.001
O, 8.1267, 10.528, 11.2703, -0.0007, -0.0014, 0.0087
O, 0.2634, 5.536, 18.8657, 0.0286, -0.0023, 0.0009
O, 1.167, 6.1674, 12.3398, -0.0057, -0.0047, -0.0101
O, 9.4841, 3.9477, 10.0258, 0.0116, -0.0069, 0.0177
O, 9.7899, 4.5367, 12.5874, 0.0052, -0.0083, -0.0052
O, 3.5774, 2.253, 16.8128, -0.0026, -0.0027, 0.0047
O, 4.9833, 5.8767, 10.2705, -0.0079, 0.0134, 0.0175
O, 3.8801, 8.4258, 15.9496, -0.0007, 0.0001, -0.0033
O, 4.1388, 10.7381, 17.47, -0.0001, 0.0016, -0.0022
O, 11.4854, 6.2489, 9.9864, -0.0166, 0.01, 0.0016
O, 0.8582, 0.0448, 13.8352, -0.0149, -0.0137, -0.0174
O, 3.8394, 1.218, 12.5071, -0.0025, -0.0039, -0.0032
O, 0.2436, 3.8569, 11.1761, 0.0022, 0.0048, 0.0058
O, 8.1071, 6.2132, 13.5586, 0.0067, 0.0018, -0.002
O, 3.535, 9.4691, 13.5622, -0.0028, 0.0001, -0.0032
O, 1.8893, 0.1256, 16.3159, 0.0053, -0.001, 0.0039
O, 5.5635, 2.9565, 20.0235, -0.0019, 0.0113, -0.0168
O, 8.9606, 8.836, 16.9754, -0.0029, -0.0064, -0.0106
O, 1.6547, 7.7336, 14.4776, -0.0079, -0.0036, -0.0117
O, 1.7337, 9.4844, 9.865, 0.0004, -0.0072, 0.0141
O, 11.0459, 8.5034, 20.8445, 0.019, 0.0013, -0.0142
O, 11.6826, 0.0287, 20.0031, 0.0041, -0.0119, -0.0054
O, 2.3133, 4.2009, 17.9657, -0.0099, 0.0061, 0.0078
O, 7.9152, 2.4557, 21.1679, 0.0074, 0.0029, -0.0184
O, 7.2096, 3.1202, 17.9283, -0.0125, 0.0128, -0.004
O, 3.8933, 6.6462, 13.8633, -0.0018, -0.0007, -0.0031
O, 3.6874, 7.8232, 21.1675, -0.014, 0.0032, -0.0202
O, 8.8348, 7.0232, 20.2097, 0.0046, -0.0059, -0.0135
O, 9.9948, 10.6062, 13.071, 0.0132, 0.0028, -0.017

Results
free energy: -171797.100 eV
free energy less fixed offsets of As -4856.12, O -568.88, Si -635.61 eV per atom: -0.070 eV

The program warned: the cutoff lies below the one the program advises for these potential files; the forces do not sum to zero within the program's tolerance; the exchange-correlation potential is rough where the density is thin.
